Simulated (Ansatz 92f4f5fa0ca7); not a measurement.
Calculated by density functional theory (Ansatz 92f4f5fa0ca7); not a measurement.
Periodic cell of 153 atoms, Si99O54, from a study of silicon, its oxide and their interface. The atomic structure is a simulated model.

Settings: functional r2SCAN; potential files Ansatz norm-conserving; basis plane waves; wave-function cutoff 1300 eV; density cutoff ratio 4; exchange-correlation grid ratio 1; k mesh 2 x 2 x 1, shifted by 0.5 0.5 0.5 of a step; self-consistency stop 5e-08 eV per atom in the density residual; occupations Fermi-Dirac, 0.05 eV; spin none; net charge 0.

Cell vectors (angstrom)
a  11.54  0  0
b  0  11.54  0
c  0  0  19.4559

Atoms: element, x, y, z (angstrom)
Si  -0.0037  -0.1865  -0.1459
Si  -0.0646  4.4808  -0.1847
Si  -0.0491  6.933  -0.313
Si  3.725  -0.2998  -0.4476
Si  3.4909  4.1108  -0.694
Si  3.6932  8.9701  -0.989
Si  7.6562  -1.333  -0.2601
Si  7.6482  4.0228  -0.3341
Si  6.6639  8.1593  -1.1719
Si  1.9629  0.0191  1.1295
Si  1.858  3.9485  1.0382
Si  1.8079  7.6778  1.1723
Si  5.7664  -0.4432  0.8006
Si  5.9274  4.0999  1.2062
Si  6.8468  7.664  1.6811
Si  9.5308  -0.3532  1.1497
Si  9.5758  4.0014  1.1385
Si  9.2206  7.6368  1.6178
Si  1.9335  1.98  2.4332
Si  2.0729  5.7863  2.5225
Si  1.8848  9.6211  2.5265
Si  5.8074  2.1518  2.5046
Si  6.0323  5.7885  2.792
Si  5.8285  9.5589  2.6342
Si  9.565  1.8585  2.3985
Si  9.6877  5.7064  2.8019
Si  9.6994  9.5745  2.8068
Si  -0.0254  1.8999  3.822
Si  0.1585  5.7488  3.998
Si  0.0995  9.6355  4.0728
Si  3.8565  1.9026  3.8233
Si  3.9737  5.8256  3.9163
Si  3.8198  9.5472  3.9062
Si  7.7065  1.9738  3.9329
Si  7.8257  5.7165  4.2317
Si  7.7017  9.6963  4.0597
Si  -0.0018  0.0544  5.3498
Si  0.039  3.7727  5.2952
Si  0.0596  7.685  5.4022
Si  3.8158  -0.039  5.2379
Si  3.9342  3.8412  5.1406
Si  3.8154  7.6956  5.3394
Si  7.6522  0.0751  5.3867
Si  7.7419  3.7693  5.4649
Si  7.7028  7.7608  5.403
Si  1.9492  -0.0161  6.7053
Si  2.0681  3.7784  6.5051
Si  1.9464  7.598  6.8009
Si  5.6772  -0.0496  6.7113
Si  5.714  3.824  6.6582
Si  5.7229  7.7762  6.6953
Si  9.5889  0.0446  6.7439
Si  9.6753  3.8439  6.7545
Si  9.6324  7.7867  6.7284
Si  2.1729  1.9831  7.972
Si  1.9158  5.531  8.0529
Si  1.9259  9.586  8.1191
Si  5.5997  1.9037  8.0083
Si  5.6115  5.8159  7.9405
Si  5.7108  9.5845  8.233
Si  9.4725  1.9519  8.1401
Si  9.5948  5.8425  8.0285
Si  9.592  9.6878  8.1552
Si  -0.3496  1.9494  9.7518
Si  -0.0786  5.5958  9.4158
Si  -0.0062  9.7261  9.4656
Si  3.8647  1.9415  9.5872
Si  3.8139  5.7399  9.4706
Si  3.7185  9.5951  9.6712
Si  7.4849  1.9069  9.3175
Si  7.5322  5.8028  9.1834
Si  7.7117  9.6104  9.6316
Si  -0.0032  -0.008  10.843
Si  -1.0456  4.2649  11.214
Si  0.7988  7.2596  10.8425
Si  3.9502  0.0497  11.0156
Si  4.3413  3.9159  10.8977
Si  3.1468  7.5597  10.8157
Si  7.145  0.1241  10.8385
Si  7.404  3.9218  10.475
Si  7.6915  7.4557  10.812
Si  2.5198  0.5665  12.8222
Si  -0.0851  5.3603  13.0299
Si  8.0182  3.8284  14.744
Si  8.7312  -5.2258  13.3836
Si  7.5291  -0.4531  13.614
Si  10.4261  -0.4826  13.4977
Si  6.5259  8.1754  13.3678
Si  3.9033  5.1548  15.9903
Si  6.9676  5.3311  17.1541
Si  2.5892  3.6804  13.5972
Si  10.312  1.9141  15.4259
Si  11.8752  13.6963  17.1575
Si  3.477  1.4394  17.1888
Si  0.9695  8.9937  17.3513
Si  3.6286  -3.9435  13.9859
Si  6.0031  1.5475  15.479
Si  1.3806  9.8293  14.4877
Si  8.0573  12.8414  17.5417
O  -0.2184  1.006  -1.2598
O  0.2697  7.5427  -1.8345
O  1.898  1.7604  -2.6453
O  -1.5442  7.5169  0.1142
O  3.1994  7.9755  0.2251
O  3.9966  2.6897  -1.3356
O  5.1385  -2.9305  -1.6615
O  3.1275  5.0523  -2.0165
O  4.7089  4.6849  0.2118
O  5.1463  -3.3835  -5.2427
O  2.5812  8.8053  -2.159
O  0.1016  3.6242  -1.6281
O  8.077  -0.2238  -1.4037
O  2.2868  11.1385  -5.3254
O  8.251  2.5123  -0.8445
O  6.3093  7.2879  0.1715
O  6.5585  13.0979  -2.469
O  5.5827  0.0355  11.2889
O  -1.2545  -0.2349  11.897
O  0.6372  6.6859  12.3863
O  -0.3115  2.8005  11.1739
O  -0.1691  8.5901  10.7059
O  1.3164  11.8331  11.738
O  0.8345  2.5291  8.8015
O  6.8284  -1.8066  13.1192
O  5.9717  3.9156  11.3855
O  3.4376  4.1399  12.27
O  6.3884  7.5115  11.8761
O  3.4474  3.9554  14.9655
O  8.9986  -0.8993  14.1586
O  7.7927  0.498  12.3283
O  8.8673  3.9964  11.2546
O  7.7995  7.4562  14.1148
O  8.9079  6.8538  11.8274
O  3.5841  7.2168  12.4071
O  7.2404  -4.5771  17.3005
O  2.3997  2.0836  13.386
O  4.3933  1.4084  15.7839
O  1.1302  4.4447  13.6899
O  8.0565  4.675  16.1324
O  6.5208  -11.3103  14.6802
O  6.7063  2.8236  14.6987
O  3.4732  6.4637  15.134
O  12.2323  -1.8016  15.9522
O  9.4997  3.1101  14.617
O  0.024  -1.6523  13.5759
O  10.2379  6.0151  13.9728
O  2.3856  8.6028  14.2205
O  6.1517  1.0817  20.7367
O  5.4872  5.1171  16.4173
O  7.8786  4.9232  13.5455
O  10.9043  0.8516  14.3243
O  11.9457  9.9446  18.5413
O  9.0925  12.8287  16.3146

Results
free energy: -36729.101 eV
free energy less fixed offsets of O -463.61, Si -117.95 eV per atom: -17.111 eV
pressure: -1.66 GPa
stress xx, yy, zz, yz, xz, xy (GPa, positive in tension): 2.12, 0.73, 2.13, -0.09, -1.25, -0.55

Forces (eV/angstrom), in the order of the atoms: element, x, y, z
Si  0.114  -0.3072  -0.3338
Si  0.0478  -0.3114  -0.1715
Si  0.0718  0.3059  -0.4404
Si  0.0803  0.1137  -0.1604
Si  -0.0797  -0.0237  -0.1251
Si  -0.2677  -0.0546  -0.0704
Si  0.4061  1.052  -0.0613
Si  0.8762  -0.8083  0.2102
Si  -0.9093  -1.0067  -0.0693
Si  -0.0892  0.0581  0.1281
Si  0.0022  -0.0007  0.0637
Si  0.5498  0.3107  -0.6134
Si  -0.2842  0.0151  0.3082
Si  -0.4669  0.5687  -0.2161
Si  -0.9281  -0.4226  -0.0349
Si  0.0564  -0.028  0.2932
Si  -0.1297  0.0926  0.0956
Si  0.6812  0.0935  -0.4209
Si  -0.0681  -0.0452  -0.0658
Si  -0.064  -0.0974  0.1712
Si  -0.0912  0.1271  0.1491
Si  0.1952  -0.3184  -0.2229
Si  0.262  0.2565  0.1416
Si  -0.1397  0.2933  -0.167
Si  -0.2643  -0.0499  -0.292
Si  -0.0267  -0.2752  -0.0844
Si  0.0147  0.1281  0.0266
Si  0.0442  0.0064  -0.1046
Si  -0.0036  0.1629  -0.0199
Si  0.0198  -0.1598  -0.0213
Si  -0.0089  -0.0881  -0.1697
Si  -0.0317  0.0188  -0.1568
Si  -0.0467  -0.0906  -0.2461
Si  0.0455  0.0545  -0.0534
Si  -0.0437  -0.1005  0.0455
Si  0.0971  0.0978  -0.052
Si  -0.0353  0.0502  0.1269
Si  -0.0366  0.0059  -0.0161
Si  0.0534  -0.02  -0.0709
Si  0.1108  0.0027  0.0262
Si  0.1287  0.0856  0.0232
Si  -0.0349  0.0173  0.1048
Si  -0.0082  -0.0383  0.053
Si  0.0821  0.0769  -0.035
Si  -0.0456  0.0083  0.1288
Si  -0.0761  -0.0009  0.1142
Si  0.0454  0.0451  -0.121
Si  -0.0633  -0.0552  0.1658
Si  0.0549  -0.0088  0.1321
Si  -0.061  0.0057  0.0659
Si  -0.0351  -0.0628  0.0544
Si  0.1747  0.1875  0.0312
Si  0.0841  -0.0039  0.0619
Si  0.0255  -0.0029  0.0812
Si  -0.3515  0.3731  0.4145
Si  -0.2002  0.1028  0.1648
Si  0.0288  -0.0714  -0.0364
Si  0.0095  -0.1196  -0.0264
Si  -0.1245  0.0414  -0.1253
Si  0.0046  0.1162  0.1987
Si  0.2187  0.0538  0.2272
Si  -0.0146  0.0411  -0.0723
Si  -0.1226  -0.0378  -0.0893
Si  -0.1668  -0.1727  -0.1009
Si  0.0337  0.0553  -0.1093
Si  -0.0942  -0.7295  0.345
Si  -0.0898  0.0677  0.0358
Si  0.0941  -0.155  -0.126
Si  0.1111  -0.0002  0.0073
Si  -0.0476  -0.0814  0.2282
Si  0.2079  0.1848  0.0054
Si  -0.1234  0.0325  0.3241
Si  -0.4198  0.2397  0.1651
Si  0.0194  -0.1113  0.0672
Si  -0.8884  0.0032  0.642
Si  0.981  0.044  -0.3745
Si  0.3389  0.2861  0.6978
Si  0.4855  -0.1732  0.6392
Si  0.4089  0.1469  0.2944
Si  -0.238  -0.3967  0.5542
Si  -0.2275  -0.0602  0.5823
Si  -0.7912  -0.1617  0.2305
Si  -0.0362  0.5828  0.0431
Si  -0.0146  -0.1001  -0.3912
Si  -0.0059  0.1746  0.079
Si  -0.0679  -0.1788  0.0864
Si  0.2296  -0.2097  0.0916
Si  -0.0881  0.2995  0.1203
Si  -0.0471  0.1088  -0.035
Si  -0.1621  0.5345  -0.3007
Si  0.2185  -0.0232  -0.4134
Si  -0.409  -0.0757  -0.4959
Si  0.1035  -0.2385  -0.0237
Si  0.3196  0.1646  0.077
Si  0.0014  0.0488  -0.0187
Si  0.0021  0.2105  -0.0477
Si  0.2406  -0.1787  0.0046
Si  -0.2547  -0.0199  -0.4767
Si  -0.4543  -0.0703  0.0948
O  0.208  0.0827  0.1842
O  -0.0273  0.004  0.3606
O  0.2602  0.0349  0.1895
O  -0.1079  -0.0274  0.5469
O  -0.2178  -0.1289  0.1617
O  -0.1941  -0.0248  -0.1046
O  0.513  -0.1594  0.0884
O  0.156  -0.1658  0.2121
O  -0.0192  -0.1975  -0.0993
O  0.0242  -0.2415  -0.1704
O  -0.1834  -0.15  0.1455
O  0.081  0.1724  0.3986
O  0.1317  0.1669  -0.3336
O  -0.0708  0.2358  -0.1681
O  -0.141  -0.2128  -0.3661
O  0.3138  0.3712  -0.3043
O  0.2357  0.0993  0.0825
O  -0.3954  -0.1272  -0.1528
O  0.3093  0.1397  -0.0488
O  0.0582  -0.2266  -0.1801
O  -0.3992  0.1231  -0.5055
O  0.6532  -0.0915  -0.6231
O  0.3541  -0.0722  0.372
O  0.2861  -0.5374  -0.0889
O  0.0597  -0.1372  0.0181
O  -0.192  0.0394  -0.9113
O  0.0654  -0.0953  -0.0264
O  0.445  0.0632  -0.3035
O  -0.1052  0.0596  0.003
O  0.0504  0.2808  -0.1273
O  -0.2862  -0.1393  -0.497
O  0.2866  -0.0375  -0.0358
O  -0.0351  -0.1262  -0.1838
O  -0.4074  0.15  -0.0522
O  -0.23  0.0717  -0.4325
O  -0.2184  -0.0084  -0.0235
O  0.0574  -0.0269  0.1395
O  -0.228  0.1076  0.3053
O  -0.0465  0.0879  0.0932
O  -0.2322  -0.068  0.1028
O  0.1169  0.1587  0.0264
O  0.1174  0.0361  0.2272
O  0.0956  -0.1351  0.0154
O  0.0879  0.002  0.0676
O  -0.2151  -0.11  0.0457
O  0.1801  0.2334  0.2219
O  0.088  -0.1218  -0.1752
O  -0.0242  -0.0287  0.0755
O  -0.0641  -0.084  0.2069
O  0.2491  0.0193  0.1151
O  0.1951  -0.0144  0.237
O  -0.2734  0.0295  0.0693
O  -0.1038  0.201  -0.126
O  0.1325  0.1181  -0.0098
